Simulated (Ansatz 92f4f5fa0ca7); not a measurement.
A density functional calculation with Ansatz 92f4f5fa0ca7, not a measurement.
Periodic cell of 273 atoms, Si166O106B1, from a study of silicon, its oxide and their interface. The atomic structure is a simulated model.
Doubt: the cutoff is far below the 930 eV that the study's wrapper takes by default for these files, so forces and energies are approximate.
This geometry differs little from another in the collection (a relaxation step or a small displacement).

Settings: functional PBE; potential files Ansatz PAW; basis plane waves; wave-function cutoff 580 eV; density cutoff ratio 5; exchange-correlation grid ratio 1; k mesh 1 x 1 x 1, Gamma-centred; self-consistency stop 5e-08 eV per atom in the density residual; occupations fixed; spin none; net charge -1 e, with a uniform compensating background and no finite-size correction.

Cell vectors (angstrom)
a	11.6015	0	0
b	0	13.3963	0
c	0	0	29.8085

Atoms: element, x, y, z (angstrom)
Si	11.5572	0.185	22.9176
Si	3.9277	0.1559	23.0247
Si	7.6865	0.4235	23.1854
Si	2.0636	3.4714	22.9007
Si	6.1099	3.5381	23.0582
Si	9.527	3.3949	23.0769
Si	11.6332	6.8454	23.0843
Si	3.996	7.0238	23.1918
Si	7.7951	6.8808	23.2478
Si	2.0382	10.2095	23.2653
Si	5.8791	10.1585	23.3012
Si	9.8278	10.1505	23.247
Si	11.6323	2.4051	23.7312
Si	4.039	2.4116	23.7278
B	7.7867	2.4305	23.7302
Si	2.0347	5.7339	23.6988
Si	5.8605	5.7325	23.9548
Si	9.7125	5.6499	23.8646
Si	11.7245	9.0263	24.0284
Si	3.943	9.1401	24.1944
Si	7.8483	9.0906	24.0167
Si	1.9291	12.4908	23.7835
Si	5.847	12.462	23.8953
Si	9.641	12.4792	23.7779
Si	11.6412	2.2938	26.1372
Si	3.926	2.3016	26.128
Si	7.7578	2.3416	25.8525
Si	1.9807	5.6331	26.1353
Si	5.8306	5.6809	26.2986
Si	9.6922	5.636	26.2333
Si	11.6678	8.9702	26.3539
Si	3.8958	9.022	26.4911
Si	7.7903	9.0077	26.3513
Si	1.938	12.3814	26.1856
Si	5.7969	12.3517	26.2536
Si	9.6909	12.3681	26.1658
Si	1.9784	1.2017	26.971
Si	5.882	1.2234	26.9202
Si	9.6397	1.2279	26.8884
Si	11.6419	4.5122	26.9715
Si	3.896	4.5086	26.9832
Si	7.7508	4.4686	26.9636
Si	1.9708	7.8119	27.102
Si	5.8549	7.887	27.1433
Si	9.713	7.8454	27.0709
Si	11.6159	11.243	26.9976
Si	3.8591	11.2848	27.0928
Si	7.7623	11.2593	27.0226
Si	1.9483	1.1171	29.3553
Si	5.8102	1.1369	29.3294
Si	9.6366	1.1413	29.3031
Si	0.0092	4.4548	29.3655
Si	3.8725	4.4472	29.3548
Si	7.7176	4.4454	29.352
Si	1.9431	7.7804	29.4518
Si	5.8307	7.8312	29.4904
Si	9.6812	7.7949	29.4173
Si	0.0026	11.1766	29.3608
Si	3.8655	11.2076	29.4461
Si	7.7548	11.1876	29.3802
Si	-0.0246	0.0162	0.2993
Si	3.8847	0.0282	0.4118
Si	7.7163	0.0068	0.3582
Si	1.9455	3.3307	0.3444
Si	5.7889	3.3324	0.3925
Si	9.6481	3.3502	0.3422
Si	-0.0044	6.6681	0.3991
Si	3.8903	6.659	0.3782
Si	7.756	6.6636	0.3988
Si	1.9284	10.0467	0.3603
Si	5.8237	10.0939	0.4004
Si	9.6792	10.038	0.3513
Si	11.539	-0.0479	2.669
Si	3.8468	-0.0646	2.8115
Si	7.6618	-0.0931	2.7426
Si	1.9305	3.2609	2.7043
Si	5.7491	3.2662	2.7953
Si	9.5978	3.3027	2.7204
Si	11.5712	6.6226	2.7577
Si	3.8702	6.6043	2.7251
Si	7.7424	6.6249	2.7694
Si	1.922	9.9973	2.7221
Si	5.8267	10.0428	2.7731
Si	9.6785	9.9724	2.7162
Si	11.5507	2.1927	3.407
Si	3.8118	2.1292	3.65
Si	7.6816	2.1098	3.5385
Si	1.9085	5.485	3.4622
Si	5.8059	5.5155	3.5626
Si	9.6538	5.5038	3.6131
Si	11.6101	8.8626	3.5397
Si	3.8924	8.8611	3.4075
Si	7.7472	8.8685	3.5361
Si	1.8515	12.2315	3.5119
Si	5.7586	12.2183	3.7426
Si	9.618	12.1955	3.4792
Si	11.4779	2.1524	5.7327
Si	3.729	2.0261	6.0745
Si	7.6072	1.9637	5.9123
Si	1.8803	5.3963	5.7976
Si	5.8051	5.4581	5.9367
Si	9.6243	5.4331	6.0157
Si	11.6368	8.788	5.92
Si	3.9138	8.7824	5.7308
Si	7.7764	8.8036	5.914
Si	1.7761	12.1566	5.8912
Si	5.7188	12.1148	6.2486
Si	9.5837	12.1052	5.8409
Si	1.6298	0.9691	6.7189
Si	5.6706	0.9813	7.0119
Si	9.6351	0.9315	6.5771
Si	11.5769	4.3047	6.7152
Si	3.8278	4.3178	6.5654
Si	7.6928	4.1709	6.6278
Si	2.0282	7.62	6.5044
Si	5.8301	7.729	6.6942
Si	9.7187	7.6964	6.7312
Si	11.4502	10.9869	6.7644
Si	3.6495	10.9329	6.6348
Si	7.7595	10.97	6.8541
O	9.9023	7.8881	8.3969
O	9.9034	0.8236	8.2301
O	1.0324	0.9161	8.3088
O	3.0734	10.5678	8.1547
O	5.8168	7.8924	8.3642
O	5.6133	1.1742	8.7028
O	3.7779	4.335	8.2156
O	7.642	3.7253	8.2558
O	0.0608	4.2647	8.3923
O	11.1539	10.9477	8.4214
O	8.1264	10.7661	8.4959
O	2.3607	7.4809	8.1147
O	11.4067	0.1932	21.2309
O	9.6447	3.5455	21.3945
O	4.1521	7.5709	21.6088
O	6.1056	4.064	21.4199
O	5.7484	9.7916	21.6666
O	2.142	3.4015	21.215
O	7.4254	13.5878	21.5354
O	4.0327	0.1408	21.3524
O	7.7206	6.9487	21.5893
O	2.1206	10.1509	21.6106
O	11.5477	7.026	21.4223
O	10.1724	9.7286	21.6535
Si	11.5857	6.4452	11.3029
Si	1.5669	10.3463	16.2686
Si	0.2314	3.6832	9.9074
Si	8.0705	12.9169	20.2183
Si	2.84	10.4611	9.7495
Si	2.5612	10.3913	20.0735
Si	10.3016	3.6874	19.9126
Si	0.258	12.7953	17.1065
Si	10.8171	0.7035	19.7873
Si	3.176	7.7272	16.2676
Si	0.314	6.4832	19.9389
Si	9.3858	2.5155	14.3011
Si	2.9126	2.5338	11.0384
Si	5.1369	11.9763	15.3797
Si	4.9446	8.7064	20.7317
Si	3.6116	-0.4012	11.2935
Si	5.5881	8.88	14.8116
Si	-0.166	11.3137	9.9947
Si	9.4401	10.0525	20.2407
Si	3.4366	0.0496	19.8402
Si	7.4701	4.6949	9.5442
Si	2.3754	12.3423	14.1764
Si	6.1882	0.5841	10.1382
Si	2.8024	2.902	19.7948
Si	5.7168	4.4436	13.655
Si	7.4728	0.2081	15.6171
Si	9.6148	11.3416	15.2123
Si	1.9933	6.554	13.5654
Si	2.8452	3.516	14.0129
Si	11.6868	9.1632	18.4374
Si	11.2306	0.8717	9.1875
Si	9.1308	7.3147	9.7128
Si	8.6821	8.5525	14.5821
Si	4.774	7.1629	12.3573
Si	2.9985	5.6173	18.8119
Si	2.5375	7.4004	9.7095
Si	6.2652	8.4194	9.8407
Si	4.3341	4.7594	9.6615
Si	9.361	10.492	12.2806
Si	5.9245	13.0474	17.9901
Si	7.9674	4.9437	18.3845
Si	8.3062	5.4016	15.2148
Si	7.3328	11.0666	9.9101
Si	5.4174	4.1686	19.9431
Si	0.7868	1.4789	15.0425
Si	7.5477	7.5416	20.0974
Si	7.6456	2.7822	11.8655
O	3.4562	6.0815	10.1014
O	1.9464	2.6489	15.0751
O	-0.3614	12.9437	10.1631
O	8.3687	8.9114	19.8686
O	2.4017	1.3189	19.5463
O	8.1325	5.2889	16.8102
O	2.7099	11.9836	19.7197
O	7.1642	8.7604	15.1336
O	1.2898	0.1732	14.179
O	4.4115	3.8113	14.4497
O	4.2464	3.4097	10.6159
O	10.9538	2.0682	14.4895
O	11.3922	4.8376	10.9874
O	10.8491	12.0169	16.0495
O	8.9398	6.9023	14.7793
O	1.7852	3.3479	10.2169
O	8.4727	5.9195	9.2211
O	11.1337	2.3054	19.559
O	5.4086	7.6113	10.9384
O	11.4078	7.5821	18.8063
O	7.8721	8.2492	10.1509
O	10.1403	7.1484	10.9867
O	9.2224	4.1057	14.7327
O	8.7756	11.4948	20.5203
O	10.5809	10.5195	11.1661
O	8.3646	12.2353	15.7695
O	4.4462	2.8586	19.8484
O	4.5916	0.2291	18.6982
O	10.4642	10.0985	18.9735
O	6.7928	0.6903	17.0413
O	0.5189	6.7415	12.8408
O	1.0572	7.1385	10.3098
O	3.1398	7.1839	12.569
O	3.9456	9.5726	19.7775
O	6.7954	5.1963	14.6139
O	0.5847	0.9045	16.5522
O	1.5519	11.7709	17.1139
O	5.3872	8.2975	13.3226
O	2.9848	12.3641	12.6604
O	6.4284	3.194	12.8822
O	2.7918	9.2982	16.5983
O	5.9975	7.9231	19.7631
O	1.9352	6.3763	19.7836
O	1.4387	9.6835	19.1542
O	9.4866	9.7094	15.4729
O	3.1043	8.8882	10.1873
O	8.9913	9.0346	13.014
O	2.1716	7.2632	15.033
O	9.1328	3.8906	18.7965
O	4.7443	7.8958	15.8167
O	7.2481	1.5873	10.8463
O	8.1066	6.3931	19.1036
O	5.9143	5.1608	9.6391
O	6.9217	-0.857	19.1454
O	11.0593	2.2466	10.0826
O	8.9728	2.382	12.7223
O	9.707	11.5018	13.5538
O	6.5527	4.2205	18.7678
O	6.0468	10.0404	9.9559
O	1.3529	10.8346	10.2782
O	5.1672	10.4601	14.7736
O	1.6972	10.8928	14.6815
O	11.3876	13.0843	18.6302
O	5.4604	11.8392	16.9799
O	8.0964	10.9733	11.358
O	11.266	5.0018	19.7464
O	8.3675	1.475	15.0908
O	2.4549	4.0441	18.6243
O	3.7532	11.6848	10.3353
O	9.189	0.5678	19.6649
O	2.7888	2.6311	12.6516
O	3.65	12.6165	15.1628
O	7.9995	4.0723	10.9411
O	5.1169	0.2439	11.3366
O	4.4302	5.4635	19.6045
O	6.2041	13.0508	14.6971
O	3.1056	6.5649	17.4426
O	2.7825	0.9187	10.722
O	0.2838	9.4409	16.8164
O	5.2223	5.6139	12.6266
O	2.1373	4.951	13.7687
O	6.9023	12.6034	9.7152

Results
free energy: -165959.127 eV
free energy less fixed offsets of B -154.04, O -568.88, Si -635.61 eV per atom: 7.453 eV

Forces (eV/angstrom), in the order of the atoms: element, x, y, z
Si	0.0171	-0.0155	-0.0113
Si	0.0004	-0.0066	-0.0163
Si	0.0513	-0.062	-0.0061
Si	0.004	0.0031	-0.0123
Si	0.0025	0.0073	-0.01
Si	0.0547	-0.0018	-0.0156
Si	-0.0076	0.0063	-0.0175
Si	0.0142	0.0196	-0.0116
Si	-0.004	-0.0182	-0.0094
Si	0.0103	-0.0006	-0.0215
Si	0.0138	0.0087	-0.0204
Si	0.0035	0.0208	-0.0144
Si	-0.0047	0.0051	-0.005
Si	-0.0098	-0.0015	0.0002
B	-0.0509	0.0113	-0.0902
Si	0.0035	-0.0122	0.0091
Si	0.0072	0.0122	-0.0037
Si	-0.0099	0.013	0.0004
Si	-0.0034	-0.0058	0.0153
Si	-0.0117	-0.0073	0.0042
Si	-0.0013	0.0015	0.0088
Si	-0.0223	0.0129	0.0007
Si	-0.0101	0.0038	-0.0007
Si	-0.0234	0.0064	0.0188
Si	-0.0033	0.0049	-0.0054
Si	0.002	0.0074	-0.0026
Si	0.0012	0.0027	0.1223
Si	-0.001	-0.0006	-0.0006
Si	-0.0086	-0.006	0.0027
Si	0.0062	-0.0048	-0.0008
Si	0	-0.0006	-0.0025
Si	0.005	-0.0007	-0.0058
Si	0.0029	0.002	0.0012
Si	0.0062	0.0018	-0.0062
Si	0.007	0.0013	0.002
Si	-0.0046	-0.0023	-0.0137
Si	-0.0003	-0.0062	-0.0027
Si	-0.0106	-0.004	-0.0131
Si	0.0105	-0.0039	-0.012
Si	0.0028	-0.0001	0.0057
Si	-0.0013	-0.0017	0.0069
Si	0.0007	-0.0024	-0.0113
Si	-0.0049	-0.0018	-0.0033
Si	-0.0001	-0.0018	-0.008
Si	0.0005	0.0006	-0.0027
Si	-0.0055	-0.0011	0.0047
Si	-0.0034	0.0046	0.0003
Si	0.0035	0.0028	0.0032
Si	0.003	0.0136	-0.0025
Si	0.0087	0.012	0.0025
Si	-0.0026	0.0116	0.0013
Si	0.0051	0.0024	-0.0061
Si	-0.002	0.003	-0.002
Si	0.0041	-0.0024	0.0039
Si	0.0026	-0.003	0.008
Si	0.0037	-0.0006	0.0104
Si	0.0029	-0.0009	0.0055
Si	0.0018	0.0022	-0.0029
Si	-0.0011	0.0072	0.0027
Si	-0.0014	0.0082	-0.0005
Si	0.0011	-0.01	-0.0095
Si	-0.0041	-0.0107	0.0012
Si	-0.0043	-0.0097	-0.0022
Si	0.0035	-0.006	-0.0045
Si	-0.0039	-0.0027	0.0006
Si	-0.0062	-0.0011	-0.0022
Si	-0.0042	0.0009	-0.002
Si	-0.0024	-0.0024	-0.0075
Si	-0.0011	0.0025	-0.0032
Si	-0.002	0.0027	-0.0001
Si	0.0039	-0.0016	0.0015
Si	-0.0001	-0.005	-0.0053
Si	-0.0021	0.0002	0.0052
Si	0.0037	0.0033	-0.0019
Si	-0.0028	0.002	0.0014
Si	0.0014	0.0025	0.0025
Si	-0.0014	0.0012	0.0002
Si	-0.0011	0.0029	0.0029
Si	-0.0002	-0.0005	0.0011
Si	0.0001	-0.0003	0.0035
Si	0.0012	-0.0004	0.0006
Si	0	-0.0021	-0.0007
Si	0.0019	-0.0008	-0.0023
Si	-0.0007	-0.0023	0.0003
Si	0.0007	0.0015	-0.0007
Si	0.0009	-0.0004	-0.0013
Si	-0.0002	0.0002	0.0005
Si	-0.0001	-0.0003	-0.0022
Si	-0.0001	-0.0002	0
Si	-0.0011	-0.0008	-0.0002
Si	0.0002	0.0012	0.0001
Si	0	0.0018	0.0039
Si	-0.0022	0.0007	-0.0004
Si	0.001	0.0003	-0.0028
Si	-0.0002	0.0006	-0.001
Si	0.0012	-0.0001	-0.0016
Si	-0.0026	-0.0008	0.0018
Si	-0.0019	0.0028	-0.0007
Si	-0.0021	0.003	0.0007
Si	-0.0001	0.0016	0.0009
Si	-0.0017	0.0008	-0.0009
Si	-0.0003	0.0024	0
Si	-0.0009	-0.0017	-0.0007
Si	-0.0012	-0.0035	-0.0019
Si	0.0021	-0.0022	-0.0016
Si	-0.0019	-0.0005	0.0014
Si	-0.0019	-0.0007	-0.0009
Si	-0.0009	-0.0003	-0.0001
Si	-0.0021	-0.0002	0.0074
Si	0.0021	-0.0003	0.0128
Si	0.0064	-0.0014	0.0056
Si	0.0034	-0.0006	0.0113
Si	0.0012	-0.0023	0.0074
Si	0.0007	-0.0046	0.0063
Si	0.0032	0.0024	0.0078
Si	-0.0003	0.0049	0.0097
Si	0.001	0.0016	0.0077
Si	-0.0008	0.0007	0.0104
Si	-0.0016	-0.0008	0.0076
Si	0.0024	-0.0005	0.0092
O	0.0028	0.0022	-0.0136
O	-0.0081	0.0002	-0.0099
O	0.0084	0.0008	-0.0105
O	0.0039	0.0022	-0.0161
O	-0.0025	-0.0058	-0.0164
O	-0.0037	0.0025	-0.0197
O	-0.0038	-0.0022	-0.018
O	0.0017	-0.0023	-0.0136
O	-0.0021	0.0043	-0.0202
O	0.0004	-0.0017	-0.019
O	0.0017	-0.0011	-0.0162
O	-0.0035	0.0002	-0.0163
O	0.0033	0.0062	0.0143
O	-0.0082	0.0025	0.0474
O	-0.0061	-0.0094	0.0062
O	-0.0053	-0.0165	0.0439
O	-0.0049	-0.0021	0.0088
O	-0.0017	0.0042	0.0182
O	-0.0534	0.0572	0.077
O	0.0068	0.003	0.0279
O	0.003	-0.0027	0.0065
O	-0.0026	-0.0014	0.018
O	-0.0006	0.0027	0.0177
O	0.0186	-0.0262	0.0202
Si	0.0012	0.0002	-0.0039
Si	0.0024	0.0018	0.0054
Si	0.0036	0.0006	0.0032
Si	0.0447	0.0057	-0.0258
Si	0.0003	0.0024	0.0032
Si	-0.0087	-0.001	-0.0131
Si	0.0101	0.0059	-0.0107
Si	0.0007	-0.0046	-0.0058
Si	-0.0138	-0.0161	-0.0121
Si	0.0013	0.0112	-0.0041
Si	0.0061	0.0075	-0.0107
Si	0.0015	-0.0021	0.0032
Si	0.0008	-0.0045	-0.0068
Si	-0.0025	-0.0016	-0.0004
Si	-0.0022	0.0044	-0.0071
Si	-0.0037	0.0007	-0.0045
Si	0.0026	0.0035	0.0043
Si	-0.0003	-0.0031	0.0056
Si	0.0096	0.0186	-0.0159
Si	-0.0018	-0.007	-0.014
Si	-0.0005	0.005	0.0066
Si	0.0001	0.0002	0.0022
Si	0.0034	-0.0027	0.0071
Si	-0.0026	-0.0043	-0.0047
Si	-0.0016	0.0001	0.0018
Si	-0.0011	-0.0013	0.0018
Si	-0.0027	-0.0019	0.0035
Si	0.0012	-0.0023	-0.0027
Si	0.0026	0.0005	0.0022
Si	-0.0033	0.0087	0.0014
Si	0	0	0.0055
Si	-0.0031	-0.0026	0.0031
Si	-0.0001	0.0011	0.0018
Si	-0.0005	-0.0011	0.0007
Si	-0.0004	0.0106	-0.0029
Si	-0.002	-0.0025	0.0024
Si	0.0021	0.0023	0.0039
Si	0.0028	0.0013	0.0054
Si	-0.001	-0.0039	0.0021
Si	-0.0042	0.0021	-0.0304
Si	0.0021	0.0031	-0.0158
Si	0.0034	0.0006	-0.0126
Si	-0.0033	0.0011	0.0058
Si	-0.0113	0.0103	-0.0068
Si	-0.0003	0.0006	-0.0029
Si	0.0073	0.0029	0.0014
Si	-0.0001	0	-0.0022
O	0	-0.0011	0.0034
O	0.0006	0.0005	-0.0032
O	0.0006	0.0046	0.0009
O	-0.0186	-0.0204	-0.0188
O	-0.0007	0.0076	-0.0065
O	-0.0048	-0.0023	0.0386
O	0.0003	-0.0019	-0.003
O	-0.0003	-0.0013	-0.0009
O	-0.001	0.0009	0.0015
O	-0.0002	0.0003	-0.0031
O	0.0018	0.0047	0.0018
O	0.0006	-0.0004	-0.0002
O	0.0002	-0.0044	0.0018
O	0.0057	0.003	0.0002
O	0.0006	-0.0035	-0.0001
O	-0.0069	0.0016	0.006
O	0.0005	-0.0029	0.0029
O	-0.0065	0.0193	-0.0001
O	0.004	0.0043	-0.0033
O	0.001	-0.0136	0.0014
O	0	-0.0007	0.0032
O	-0.0034	0.0011	0.0008
O	-0.0024	0.002	0.0015
O	0.0207	-0.0128	0.0258
O	0.0058	0.0032	-0.0035
O	-0.001	0.0004	-0.0018
O	0.01	0.0046	-0.0028
O	-0.0222	0.0092	0.0085
O	-0.0041	-0.0001	-0.0001
O	0	0.0006	-0.0076
O	-0.0019	-0.0008	-0.0029
O	0.0064	0.0028	0.002
O	0.0008	0.0004	0.0016
O	0.0016	-0.0021	-0.0011
O	-0.0002	-0.0005	-0.0029
O	-0.0008	-0.0029	0.0019
O	-0.0017	0.0035	-0.0057
O	0	-0.003	-0.002
O	0.0036	0.0015	-0.0043
O	0.0031	-0.0017	0.0009
O	0.0013	-0.0021	-0.0056
O	-0.0085	0.0002	-0.0055
O	-0.0037	0.0007	-0.0045
O	0.0165	0.0074	0.0059
O	0.0013	0.0003	-0.0033
O	-0.0009	0.0005	0.0036
O	0.0007	0.003	-0.0011
O	0.0017	-0.0002	0.0018
O	0.0126	0.0022	0.0117
O	-0.0038	-0.0039	-0.0021
O	-0.0033	-0.0048	0.0002
O	-0.0046	-0.0134	-0.002
O	0.001	-0.0009	0.0024
O	-0.0035	-0.0234	-0.0165
O	0.0004	-0.0044	0.0009
O	-0.0021	0.0003	0
O	0.0002	-0.0002	-0.0021
O	-0.0079	0.0019	0.0075
O	0.001	-0.0021	0.004
O	-0.001	0	0.003
O	-0.0005	0	-0.0014
O	-0.0008	-0.0011	0.0015
O	-0.0056	0.0118	0.0092
O	0.0002	0.0015	0.0001
O	-0.0054	0.0012	-0.0042
O	-0.0144	-0.0136	-0.0047
O	-0.0011	-0.0006	-0.0021
O	0.0029	-0.0059	0.0017
O	-0.0024	-0.0069	0.0023
O	0.0097	-0.0004	-0.0075
O	0	-0.0014	-0.0038
O	-0.0002	-0.0002	-0.0041
O	-0.0006	0.0043	-0.0034
O	0.004	0.0013	0.0006
O	0.0096	-0.0077	-0.0046
O	0.0016	0.0017	0.0026
O	-0.0003	-0.0166	0.0129
O	-0.0005	0.0007	0.0054
O	-0.0043	-0.0044	0.0047
O	0.0005	-0.0004	0.0019
O	-0.0005	0.0005	0
O	0.0008	-0.0005	0.0019

The program warned: the cutoff lies below the one the program advises for these potential files; the forces do not sum to zero within the program's tolerance; the exchange-correlation potential is rough where the density is thin.
